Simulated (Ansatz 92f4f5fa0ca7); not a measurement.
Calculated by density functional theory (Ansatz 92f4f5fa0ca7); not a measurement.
Periodic cell of 237 atoms, Si145O90As2, from a study of silicon, its oxide and their interface. The atomic structure is a simulated model.
Doubt: the cutoff is far below the 930 eV that the study's wrapper takes by default for these files, so forces and energies are approximate.

Settings: functional PBE; potential files Ansatz PAW; basis plane waves; wave-function cutoff 580 eV; density cutoff ratio 5; exchange-correlation grid ratio 1; k mesh 1 x 1 x 1, Gamma-centred; self-consistency stop 5e-08 eV per atom in the density residual; occupations fixed; spin none; net charge 0.

Cell vectors (angstrom)
a, 11.6015, 0, 0
b, 0, 10.938, 0
c, 0, 0, 32.0622

Atoms: element, x, y, z (angstrom)
Si, -0.1922, -0.0659, 23.2761
Si, 3.6718, 0.1998, 23.1157
Si, 7.5558, -0.1362, 23.4486
Si, 1.6889, 1.3765, 23.4188
Si, 5.7363, 1.4044, 23.1926
Si, 9.446, 1.2277, 23.367
Si, 0.1635, 5.3119, 23.4617
Si, 4.1234, 5.298, 23.3966
Si, 8.0348, 5.6082, 23.5445
Si, 2.1599, 6.5843, 23.3721
Si, 5.9689, 6.769, 23.4811
Si, 10.012, 6.8669, 23.596
Si, 1.9039, 2.6679, 25.3826
Si, 5.8321, 2.6553, 25.2569
Si, 9.6312, 2.6873, 25.2667
Si, 11.5978, 4.0062, 25.3886
Si, 3.8945, 3.9722, 25.3224
Si, 7.7429, 4.0919, 25.3427
Si, 1.9735, 8.1484, 25.1971
Si, 5.7761, 8.1686, 25.3644
Si, 9.712, 8.2649, 25.427
Si, 11.641, 9.5601, 25.2652
Si, 3.8649, 9.5858, 25.0805
Si, 7.6905, 9.5208, 25.4098
Si, 11.6523, -0.0093, 27.2065
Si, 3.9024, -0.0541, 27.1248
Si, 7.7595, -0.0162, 27.2872
Si, 1.9872, 1.3125, 27.2776
Si, 5.8297, 1.3212, 27.2071
Si, 9.6964, 1.3308, 27.2105
Si, 11.593, 5.4711, 27.239
Si, 3.8476, 5.4204, 27.2154
Si, 7.7127, 5.4624, 27.2647
Si, 1.9389, 6.8248, 27.1822
Si, 5.7593, 6.7989, 27.2728
Si, 9.656, 6.8169, 27.2814
Si, 1.9479, 2.7225, 29.1759
Si, 5.7921, 2.7106, 29.139
Si, 9.6826, 2.7251, 29.1418
Si, 0.0135, 4.0969, 29.1649
Si, 3.865, 4.0867, 29.1687
Si, 7.7297, 4.078, 29.1763
Si, 1.9428, 8.1857, 29.1348
Si, 5.7893, 8.1916, 29.1802
Si, 9.6727, 8.205, 29.1907
Si, 0.0107, 9.5597, 29.1457
Si, 3.8737, 9.5643, 29.1164
Si, 7.7335, 9.5449, 29.1962
Si, 0, 0, 31.0965
Si, 3.8672, 0, 31.0965
Si, 7.7343, 0, 31.0965
Si, 1.9336, 1.3673, 31.0965
Si, 5.8008, 1.3673, 31.0965
Si, 9.6679, 1.3673, 31.0965
Si, 0, 5.469, 31.0965
Si, 3.8672, 5.469, 31.0965
Si, 7.7343, 5.469, 31.0965
Si, 1.9336, 6.8362, 31.0965
Si, 5.8008, 6.8362, 31.0965
Si, 9.6679, 6.8362, 31.0965
Si, 1.9336, 2.7345, 0.9679
Si, 5.8008, 2.7345, 0.9679
Si, 9.6679, 2.7345, 0.9679
Si, 0, 4.1018, 0.9679
Si, 3.8672, 4.1018, 0.9679
Si, 7.7343, 4.1018, 0.9679
Si, 1.9336, 8.2035, 0.9679
Si, 5.8008, 8.2035, 0.9679
Si, 9.6679, 8.2035, 0.9679
Si, 0, 9.5708, 0.9679
Si, 3.8672, 9.5708, 0.9679
Si, 7.7343, 9.5708, 0.9679
Si, 11.5972, 0.0105, 2.9187
Si, 3.8375, 0.0037, 2.9165
Si, 7.7392, -0.0024, 2.8951
Si, 1.9163, 1.3921, 2.9242
Si, 5.8, 1.3268, 2.8456
Si, 9.6531, 1.3686, 2.9082
Si, 11.5646, 5.4974, 2.8549
Si, 3.8685, 5.4827, 2.9053
Si, 7.7216, 5.5075, 2.8763
Si, 1.9109, 6.8103, 2.8733
Si, 5.798, 6.8414, 2.8812
Si, 9.6564, 6.8638, 2.9287
Si, 1.8775, 2.8291, 4.8259
Si, 5.7588, 2.6748, 4.7587
Si, 9.5837, 2.7775, 4.8242
Si, 11.5014, 4.1376, 4.7524
Si, 3.8714, 4.0915, 4.8174
Si, 7.6494, 4.084, 4.7456
Si, 1.8908, 8.1353, 4.808
Si, 5.8068, 8.2552, 4.7582
Si, 9.6682, 8.3137, 4.8403
Si, 11.6398, 9.6294, 4.9073
Si, 3.8117, 9.4755, 4.795
Si, 7.7223, 9.6582, 4.8936
Si, 11.6012, 0.2532, 6.769
Si, 3.7408, -0.0684, 6.6618
Si, 7.7253, 0.0203, 6.9104
Si, 2.0537, 1.5068, 6.7594
Si, 5.7107, 1.2276, 6.6413
Si, 9.6337, 1.5174, 6.8251
Si, 11.5437, 5.5023, 6.6643
Si, 3.9148, 5.3892, 6.8037
As, 7.6732, 5.609, 6.7348
Si, 1.9566, 6.6902, 6.6914
Si, 5.7083, 6.9481, 6.6951
As, 9.7998, 7.129, 7.0001
O, 10.3735, 7.9492, 8.6009
O, 7.7351, 9.8418, 8.1801
O, 7.1893, 4.6126, 8.201
O, 3.3657, 10.3544, 8.2217
O, 1.9762, 7.6311, 8.0444
O, 3.9898, 4.5547, 8.2571
O, 9.7875, 2.4491, 8.209
O, 2.6153, 2.315, 8.1413
O, 11.394, 4.5742, 8.0262
O, 5.3536, 2.3194, 7.8334
O, 5.8372, 7.9304, 8.0444
O, 11.302, 10.4461, 8.2002
O, 11.2776, 10.0835, 21.7986
O, 3.2327, 10.7056, 21.5405
O, 5.7766, 7.7722, 22.1621
O, 4.2249, 4.4521, 21.9467
O, 7.6883, 9.6821, 22.1927
O, 10.3316, 7.6634, 22.175
O, 1.6207, 2.3943, 22.1076
O, 5.9426, 2.4352, 21.8807
O, 8.4409, 4.6979, 22.2116
O, -0.0681, 4.4446, 22.0412
O, 2.3356, 7.3838, 21.9345
O, 9.1326, 1.8879, 21.8735
Si, 1.9907, 7.8899, 9.6335
Si, 5.0345, 0.5879, 17.6946
Si, 2.4724, 5.4379, 14.01
Si, 10.5747, 3.8879, 14.0465
Si, 8.2878, 2.4004, 15.2714
Si, 9.5514, 2.2428, 20.3452
Si, 10.4987, 3.6728, 9.0483
Si, 0.042, 2.3603, 11.5838
Si, 11.024, 8.1601, 15.4171
Si, 5.155, 6.9339, 13.9935
Si, 5.7656, 2.6132, 11.1603
Si, 8.5846, 7.6671, 19.3927
Si, 8.1192, 4.8421, 20.6258
Si, 5.9058, 9.5763, 15.2219
Si, 2.1189, 7.6422, 20.3471
Si, 1.928, 4.8974, 18.7915
Si, 4.4887, 3.4441, 18.0161
Si, 8.497, 8.9326, 16.8245
Si, 0.8428, 9.5225, 13.361
Si, 9.9301, 10.7288, 11.8209
Si, 5.3497, 3.7043, 21.0158
Si, 0.5705, 5.5452, 16.2717
Si, 10.9706, 9.2907, 9.2902
Si, 6.5715, 8.8955, 21.2916
Si, 7.1098, 7.108, 11.4941
Si, 2.6769, 0.7396, 12.1996
Si, 10.8967, 8.6805, 21.0395
Si, 6.0308, 4.3255, 15.6386
Si, 7.0745, 0.4876, 13.0185
Si, 4.0673, 2.9514, 8.6105
Si, 0.8682, 6.799, 11.9008
Si, 6.5974, 9.0109, 9.0348
Si, 0.6702, 3.2861, 21.143
Si, 9.8032, 6.55, 12.8937
Si, 7.6786, 4.52, 9.756
Si, 3.992, 10.074, 20.2274
Si, 4.2488, 3.0533, 13.5396
Si, 3.9178, 10.017, 9.7286
Si, 8.0615, 0.7922, 18.0356
O, 11.569, 3.269, 12.9244
O, 9.3116, 4.54, 9.7698
O, 8.8081, 3.6014, 19.8547
O, 4.0422, -0.0468, 18.8258
O, 11.3054, 4.5551, 15.3309
O, 9.9635, 9.8981, 10.421
O, 3.7533, 1.5598, 13.1163
O, 0.6707, 9.086, 14.9253
O, 6.4771, 1.0039, 18.367
O, 4.7473, 3.1689, 19.6083
O, 6.2321, 1.1698, 11.7898
O, 0.8221, 8.9791, 9.9773
O, 5.6415, 4.317, 17.2345
O, 8.4271, 7.2195, 12.4195
O, 4.4379, 2.6313, 10.1723
O, 2.0422, 5.6836, 15.5623
O, 3.4098, 0.0399, 10.9253
O, 5.878, 7.2266, 12.555
O, 2.3139, 6.3531, 19.3909
O, 0.6522, 4.955, 17.783
O, 8.4172, 10.7063, 12.4255
O, 5.5353, 10.1114, 9.6021
O, 0.6038, 8.2024, 20.1966
O, 9.7596, 2.6271, 14.6521
O, 2.0236, 10.6176, 13.242
O, 9.935, 9.13, 16.1102
O, 6.1315, 10.3454, 13.7979
O, 7.4436, 1.5892, 14.1528
O, 1.6479, 3.9194, 20.0368
O, 5.8926, 5.7877, 14.9178
O, 7.3282, 8.9321, 15.7061
O, 1.4992, 1.6563, 11.5639
O, 7.1762, 8.2779, 10.3609
O, 4.3105, 1.99, 17.2835
O, 7.0937, 3.1403, 10.39
O, 11.5216, 7.025, 16.4619
O, 8.2633, 10.148, 17.8448
O, 3.4405, 8.491, 10.073
O, 7.5831, 3.8481, 15.5274
O, 3.1355, 4.3131, 17.8926
O, 2.89, 3.9051, 13.7185
O, 1.3231, 8.2341, 12.5079
O, 1.2097, 5.6925, 13.0276
O, 4.962, 8.2945, 14.8795
O, 11.1734, 2.3899, 20.333
O, 10.9918, 10.0799, 12.87
O, 5.2849, 3.5932, 12.3847
O, 5.0745, 3.197, 14.9314
O, 6.4881, 4.7959, 20.5553
O, 8.4416, 1.5886, 16.6705
O, 10.3775, 1.3331, 11.5591
O, 10.8651, 6.6892, 11.6557
O, 3.263, 8.6787, 19.8512
O, 1.6809, 6.5436, 10.5078
O, 7.1679, 8.1944, 19.9718
O, 8.5015, 7.5894, 17.7615
O, 3.6667, 6.438, 13.6034
O, 9.5957, 4.9903, 13.3305
O, 5.5265, 9.9964, 20.7511
O, 10.3421, 7.4003, 14.1576
O, 8.7846, 6.162, 19.9654
O, 7.0703, 5.712, 10.6717
O, 5.2554, 10.535, 16.3948
O, 9.0492, 1.1382, 19.2747
O, 11.5414, 3.2066, 10.1976
O, 9.743, 8.7089, 19.889

Results
free energy: -153070.545 eV
free energy less fixed offsets of As -4856.12, O -568.88, Si -635.61 eV per atom: 4.345 eV

Forces (eV/angstrom), in the order of the atoms: element, x, y, z
Si, -0.0027, 0.0116, 0.0021
Si, 0.004, 0.0043, 0.0065
Si, -0.0051, 0.0158, -0.0018
Si, 0.0009, -0.0191, -0.0139
Si, -0.0023, -0.0174, -0.0117
Si, 0.0062, -0.0028, 0.0033
Si, -0.0198, 0.0042, -0.0101
Si, 0.0115, 0.0013, -0.008
Si, -0.0023, -0.0078, -0.0039
Si, -0.0015, 0.0029, -0.0008
Si, -0.0015, -0.0079, -0.0081
Si, 0.015, 0.0016, -0.003
Si, 0.0031, 0.0026, -0.0042
Si, 0.0081, -0.0031, -0.0165
Si, -0.0037, -0.0105, -0.0116
Si, 0.005, 0.007, 0.0042
Si, -0.006, 0.0083, 0.0067
Si, 0.0012, 0.017, 0.0168
Si, 0.0028, 0.0014, 0.0025
Si, -0.003, 0.002, 0.0133
Si, -0.0084, -0.0121, 0.0115
Si, -0.0028, 0.006, -0.0138
Si, 0.0077, 0.0063, -0.0222
Si, 0.009, -0.0002, -0.0029
Si, -0.012, -0.0061, -0.001
Si, 0.0059, 0.0012, -0.0162
Si, 0.0053, -0.017, 0.0088
Si, 0.003, 0.0026, 0.0141
Si, -0.008, -0.0015, -0.0063
Si, 0.0032, 0.0001, -0.0074
Si, -0.0005, 0.0013, 0.0087
Si, -0.007, 0.0042, 0.012
Si, 0.0038, -0.011, 0.0107
Si, -0.0028, -0.0116, -0.0119
Si, 0.012, -0.0031, 0.0106
Si, -0.0146, 0.0148, 0.0043
Si, -0.0487, 0.0087, -0.028
Si, 0.0082, 0.0024, 0.0389
Si, -0.0182, -0.0032, 0.032
Si, 0.0028, -0.019, -0.005
Si, 0.0376, 0.0141, -0.0075
Si, 0.0188, -0.0152, -0.0333
Si, 0.0051, -0.0041, 0.0254
Si, 0.0319, 0.0042, -0.0593
Si, 0.02, -0.0402, -0.0689
Si, 0, 0.0201, 0.0465
Si, -0.0322, 0.0427, 0.0996
Si, -0.022, 0.009, -0.0324
Si, 0.0339, -0.0106, -0.1026
Si, -0.018, -0.0142, -0.2344
Si, -0.0409, 0.0629, 0.1349
Si, -0.0076, -0.0951, 0.1169
Si, -0.0077, -0.0071, -0.1213
Si, 0.0112, -0.056, -0.1075
Si, 0.0123, -0.0251, -0.0132
Si, 0.0269, 0.0384, 0.0026
Si, -0.0203, -0.0199, 0.0058
Si, -0.007, -0.0142, -0.1075
Si, -0.0382, -0.0972, 0.1374
Si, 0.0581, -0.118, 0.1297
Si, 0.0171, 0.0229, 0.1192
Si, -0.0409, 0.0122, -0.1737
Si, 0.0104, 0.0382, 0.0408
Si, -0.0896, -0.042, -0.1945
Si, 0.0102, 0.0053, 0.0559
Si, 0.0446, -0.0121, 0.0003
Si, 0.0424, 0.0309, -0.1176
Si, -0.0343, 0.102, -0.1327
Si, -0.0698, 0.0287, 0.0625
Si, -0.0318, 0.0244, 0.1269
Si, -0.1009, -0.095, 0.0494
Si, 0.0688, -0.0839, 0.0072
Si, 0.0467, -0.0107, 0.092
Si, 0.0453, 0.0367, -0.1462
Si, -0.0031, 0.0239, 0.0934
Si, 0.0604, -0.0237, 0.0142
Si, -0.1952, -0.0231, 0.1081
Si, 0.007, -0.0071, 0.0615
Si, 0.0385, -0.0048, 0.0329
Si, -0.0215, -0.0208, -0.0166
Si, 0.0217, -0.0164, 0.0732
Si, -0.0009, 0.0229, -0.0144
Si, -0.0169, 0.0343, -0.0554
Si, -0.0002, 0.381, 0.0377
Si, -0.0883, -0.0322, -0.084
Si, 0.1947, -0.2183, -0.2423
Si, -0.0872, -0.0966, -0.0578
Si, 0.2222, -0.0573, 0.2054
Si, 0.0342, -0.0109, 0.042
Si, -0.51, -0.0154, 0.4337
Si, -0.0135, -0.0233, 0.0503
Si, 0.0442, 0.0108, 0.0515
Si, 0.2355, -0.0384, -0.2568
Si, -0.0758, 0.1312, -0.1611
Si, 0.0118, 0.0062, -0.0101
Si, 0.0823, -0.0078, -0.1544
Si, -0.0111, -0.0239, 0.0822
Si, 0.1049, -0.0038, 0.0715
Si, 0.0698, -0.0283, 0.0376
Si, -0.0275, 0.0368, 0.0204
Si, -0.0688, 0.0271, -0.0104
Si, 0.0945, 0.007, 0.0047
Si, 0.1882, 0.0975, -0.0859
Si, 0.0428, 0.2331, 0.0845
As, -0.547, -0.7663, -0.8077
Si, -0.1492, -0.1334, -0.0714
Si, -0.0249, -0.0759, 0.3243
As, -0.1056, 0.0516, 0.8463
O, 0.4962, 0.6269, 0.3925
O, -0.0958, 0.0623, -0.0186
O, -0.0535, 0.1102, -0.3838
O, -0.0259, -0.0156, -0.0337
O, 0.0325, -0.0314, -0.0625
O, -0.0144, 0.0044, -0.0258
O, -0.0181, 0.0009, -0.0106
O, 0.0214, 0.0058, -0.0299
O, -0.1005, -0.0445, 0.0424
O, 0.0194, 0.03, 0.0578
O, 0.1389, -0.0233, -0.02
O, 0.0109, 0.0379, 0.0283
O, 0.002, -0.0022, 0.0016
O, 0.0003, 0.0003, 0.0008
O, -0.0003, -0.0029, 0.0119
O, -0.0071, 0.0038, 0.0104
O, 0.0013, -0.003, 0.0051
O, -0.0018, -0.0017, 0.003
O, 0.0037, -0.0018, 0.0158
O, -0.0012, -0.0009, 0.0121
O, -0.0017, 0.0077, 0.0153
O, 0.0026, 0.0022, 0.0101
O, 0.0008, -0.0137, 0.0199
O, 0.0015, 0.0013, 0.0066
Si, -0.0246, 0.1121, 0.0029
Si, 0.0049, 0.0026, -0.001
Si, -0.0077, 0.012, 0.021
Si, -0.0057, 0.0026, 0.0094
Si, 0.006, 0.0099, 0.0081
Si, -0.0011, -0.006, -0.0096
Si, 0.0325, 0.02, -0.0508
Si, -0.0409, -0.0173, -0.033
Si, -0.0049, 0.0065, 0.0113
Si, 0.0003, -0.002, 0.023
Si, -0.0854, -0.055, 0.0352
Si, 0.0038, -0.0049, -0.0152
Si, -0.0013, 0.001, -0.0191
Si, 0.0014, -0.0039, 0.0098
Si, 0.0014, -0.0014, -0.0285
Si, -0.0048, -0.0037, -0.022
Si, -0.0027, 0.0033, -0.0049
Si, 0.0047, 0.005, 0.0051
Si, -0.0339, 0.0114, -0.0065
Si, 0.0284, 0.0038, -0.0273
Si, 0.0042, -0.0048, -0.0173
Si, 0.0035, -0.0045, -0.008
Si, -0.0389, -0.1454, -0.2048
Si, -0.0047, 0.0072, -0.0178
Si, -0.0109, 0.0253, 0.0285
Si, -0.0076, 0.0045, -0.0243
Si, -0.0015, 0.0073, -0.0134
Si, 0.0125, 0.0109, 0.0112
Si, 0.025, -0.0084, -0.0048
Si, -0.0378, -0.0788, -0.044
Si, 0.0226, 0.0196, 0.0879
Si, 0.0106, 0.0154, 0.0378
Si, 0.0001, -0.0016, -0.0237
Si, -0.0105, -0.0019, 0.0272
Si, 0.1522, 0.1587, -0.0366
Si, 0.0009, 0.0074, -0.0119
Si, -0.0049, 0.0088, 0.016
Si, -0.0356, -0.0286, 0.006
Si, 0.0011, -0.0052, -0.0073
O, 0.0112, 0.0031, 0.0086
O, -0.0284, -0.075, 0.0714
O, -0.0004, 0.0033, 0.0049
O, 0.0007, -0.0043, 0.004
O, -0.0046, -0.002, -0.0117
O, 0.0002, -0.0413, 0.0558
O, 0.004, 0.0075, 0.0081
O, 0.0008, -0.0079, -0.0122
O, -0.0026, 0.0027, -0.0005
O, 0.0027, 0.0003, 0.0073
O, 0.0036, 0.0325, -0.0162
O, 0.0914, 0.0842, 0.0869
O, -0.0021, -0.0011, -0.0046
O, -0.0079, 0.0088, -0.029
O, 0.0161, 0.009, 0.0076
O, 0.0043, -0.0007, -0.0139
O, 0.0276, -0.007, 0.008
O, 0.0254, -0.0054, -0.0141
O, 0.0011, 0.0113, 0.0093
O, 0.0033, 0.0018, 0.0024
O, -0.027, 0.0022, 0.017
O, 0.026, -0.0252, -0.0238
O, -0.0003, -0.0017, 0.0049
O, -0.0074, 0.0037, -0.0125
O, 0.0108, 0.0022, 0.0079
O, 0.0031, -0.0039, -0.0033
O, -0.0015, 0.0027, -0.0099
O, -0.0121, 0.0008, 0.0049
O, -0.0039, -0.0047, 0.0122
O, -0.0045, 0.0048, -0.0031
O, -0.0072, 0.0043, -0.0051
O, 0.0253, -0.0108, 0.0135
O, -0.0018, 0.0241, -0.046
O, 0.001, -0.0007, -0.0005
O, 0.0349, 0.116, -0.1547
O, -0.0034, 0.0071, -0.0086
O, -0.0019, 0.0084, -0.0073
O, 0.008, 0.0142, 0.0042
O, -0.0016, -0.003, -0.0068
O, 0.0004, -0.0003, 0.0024
O, 0.0011, -0.0094, -0.0111
O, -0.0017, -0.0151, 0.0144
O, 0.0048, -0.0018, 0.0112
O, -0.0003, 0.0042, -0.0039
O, 0.0027, 0.001, 0.0072
O, 0.0117, -0.0091, 0.0259
O, 0.0167, -0.0014, -0.0098
O, -0.0054, -0.0088, -0.0183
O, -0.0007, -0.0002, 0.0022
O, 0.0049, 0.0086, -0.0035
O, 0.0222, 0.0136, 0.0102
O, 0.0008, -0.0023, -0.0056
O, -0.003, -0.003, 0.0042
O, 0.0146, -0.0402, 0.0096
O, -0.0051, 0.0035, 0.0132
O, -0.0015, -0.0013, 0.0042
O, 0.0005, 0.0051, -0.0068
O, -0.0077, 0.0089, -0.0081
O, 0.005, -0.0071, 0.0058
O, 0.0052, 0.0047, -0.013
O, -0.0014, -0.0038, 0.006
O, -0.0129, -0.1028, -0.0063
O, 0.0004, 0.0018, -0.0039
O, -0.0003, -0.0024, 0.0044
O, -0.0392, 0.017, 0.0084
O, 0.0015, -0.0008, 0.0038

The program warned: the cutoff lies below the one the program advises for these potential files; the exchange-correlation potential is rough where the density is thin.
